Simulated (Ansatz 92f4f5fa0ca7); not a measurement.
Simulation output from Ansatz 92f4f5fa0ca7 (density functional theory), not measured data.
Periodic cell of 213 atoms, Si132O79H1N1, from a study of silicon, its oxide and their interface. The atomic structure is a simulated model.

Settings
functional: PBE
potential files: Ansatz PAW
basis: plane waves
wave-function cutoff: 700 eV
density cutoff ratio: 5
exchange-correlation grid ratio: 1
k mesh: 2 x 2 x 1, shifted by 0.5 0.5 0.5 of a step
self-consistency stop: 5e-08 eV per atom in the density residual
occupations: fixed
spin: none
net charge: 0

Cell vectors (angstrom)
a, 10.938, 0, 0
b, 0, 10.938, 0
c, 0, 0, 31.5784

Atoms: element, x, y, z (angstrom)
Si, -0.5579, 0.5965, 24.0732
Si, 6.1495, -0.5263, 23.9737
Si, 2.3358, 3.2027, 24.3907
Si, 8.6404, 2.4089, 24.2773
Si, 0.5195, 4.8568, 24.1707
Si, 5.1529, 5.7182, 24.259
Si, 3.3188, 7.5146, 24.1256
Si, 7.7667, 8.6225, 24.2108
Si, 1.3092, 1.3472, 25.3833
Si, 6.8814, 1.2885, 25.3756
Si, 4.0766, 4.142, 25.6275
Si, 9.6921, 4.0633, 25.5351
Si, 1.4359, 6.7458, 25.365
Si, 6.8317, 6.8537, 25.4688
Si, 4.2082, 9.4978, 25.174
Si, 9.5725, 9.6437, 25.344
Si, 2.7737, -0.0618, 26.6555
Si, 8.2219, -0.0186, 26.8218
Si, 0.0562, 2.6814, 26.8816
Si, 5.5033, 2.679, 26.7723
Si, 2.7019, 5.4964, 26.9045
Si, 8.2341, 5.4639, 26.7768
Si, 0.0254, 8.2036, 26.6894
Si, 5.4559, 8.2262, 26.7965
Si, 4.1018, 1.3673, 28.1602
Si, 9.5708, 1.3673, 28.1602
Si, 1.3673, 4.1018, 28.1602
Si, 6.8362, 4.1018, 28.1602
Si, 4.1018, 6.8362, 28.1602
Si, 9.5708, 6.8362, 28.1602
Si, 1.3673, 9.5708, 28.1602
Si, 6.8362, 9.5708, 28.1602
Si, 0, 0, 29.5274
Si, 5.469, 0, 29.5274
Si, 2.7345, 2.7345, 29.5274
Si, 8.2035, 2.7345, 29.5274
Si, 0, 5.469, 29.5274
Si, 5.469, 5.469, 29.5274
Si, 2.7345, 8.2035, 29.5274
Si, 8.2035, 8.2035, 29.5274
Si, 1.3673, 1.3673, 30.8947
Si, 6.8362, 1.3673, 30.8947
Si, 4.1018, 4.1018, 30.8947
Si, 9.5708, 4.1018, 30.8947
Si, 1.3673, 6.8362, 30.8947
Si, 6.8362, 6.8362, 30.8947
Si, 4.1018, 9.5708, 30.8947
Si, 9.5708, 9.5708, 30.8947
Si, 2.7345, 0, 0.6835
Si, 8.2035, 0, 0.6835
Si, 0, 2.7345, 0.6835
Si, 5.469, 2.7345, 0.6835
Si, 2.7345, 5.469, 0.6835
Si, 8.2035, 5.469, 0.6835
Si, 0, 8.2035, 0.6835
Si, 5.469, 8.2035, 0.6835
Si, 4.1018, 1.3673, 2.0507
Si, 9.5708, 1.3673, 2.0507
Si, 1.3673, 4.1018, 2.0507
Si, 6.8362, 4.1018, 2.0507
Si, 4.1018, 6.8362, 2.0507
Si, 9.5708, 6.8362, 2.0507
Si, 1.3673, 9.5708, 2.0507
Si, 6.8362, 9.5708, 2.0507
Si, 0, 0, 3.418
Si, 5.469, 0, 3.418
Si, 2.7345, 2.7345, 3.418
Si, 8.2035, 2.7345, 3.418
Si, 0, 5.469, 3.418
Si, 5.469, 5.469, 3.418
Si, 2.7345, 8.2035, 3.418
Si, 8.2035, 8.2035, 3.418
Si, 1.3971, 1.3855, 4.7187
Si, 6.8145, 1.3788, 4.8461
Si, 4.0831, 4.0988, 4.6946
Si, 9.5268, 4.188, 4.877
Si, 1.3292, 6.846, 4.798
Si, 6.8517, 6.8208, 4.8209
Si, 4.1146, 9.5444, 4.8476
Si, 9.461, 9.6517, 4.7085
Si, 2.6742, -0.0242, 6.1547
Si, 8.1937, 0.0436, 6.253
Si, 0.1529, 2.8836, 6.0682
Si, 5.3235, 2.7103, 6.1302
Si, 2.8087, 5.4965, 6.0727
Si, 8.1196, 5.5067, 6.4104
Si, -0.2133, 8.197, 6.0011
Si, 5.491, 8.1614, 6.2344
Si, 3.4353, 1.837, 7.3666
Si, 10.2703, 0.9597, 7.0498
Si, 2.0081, 3.7471, 7.3949
Si, 6.2313, 4.4087, 7.4592
Si, 4.5952, 6.2693, 7.4009
Si, 8.9225, 7.569, 7.4655
Si, 0.7623, 9.9724, 7.1372
Si, 7.0844, 9.2788, 7.5658
O, 0.7125, 9.5795, 8.7676
N, 2.3562, 4.1093, 9.1421
O, 10.5755, 1.4531, 8.6388
O, 6.3674, 9.6716, 9.0451
O, 3.3234, 1.598, 9.0386
O, 4.0058, 6.4568, 8.9532
O, 6.2954, 3.6674, 8.9763
O, 9.6114, 7.7376, 9.0023
O, 3.1209, 2.8345, 22.9622
O, 6.2216, 10.7309, 22.3102
O, 8.0984, 3.2534, 22.9537
O, 0.0144, 4.9592, 22.5636
O, 8.1265, 8.187, 22.6406
O, 2.6814, 7.6919, 22.5823
O, 5.8753, 4.8192, 23.0295
O, 10.7733, 11.1932, 22.4793
Si, 7.0511, 0.1673, 20.9362
Si, 6.9757, 2.3943, 14.7147
Si, 6.7774, 2.4064, 9.9079
Si, 3.1757, 3.6715, 21.5749
Si, -3.1632, 7.2091, 21.3866
Si, -0.6232, 9.1076, 9.5925
Si, 10.0608, 11.396, 21.019
Si, 3.9812, 3.0082, 14.7048
Si, 4.8279, -6.2856, 18.1424
Si, 7.3005, 4.2917, 12.3547
Si, -2.0078, 7.8452, 16.7054
Si, 5.7639, 10.45, 10.3653
Si, 3.4349, -1.7291, 12.0913
Si, 7.2761, 10.5092, 13.1812
Si, 16.0971, -3.8298, 19.7264
Si, 14.0258, 0.2008, 14.3229
Si, 7.1805, 4.3325, 22.1654
Si, 0.5655, 4.831, 21.025
Si, 2.8384, 2.7434, 10.1163
Si, 11.2928, 1.0226, 14.8875
Si, 9.4712, 1.0291, 9.7435
Si, 15.2158, 15.456, 12.0538
Si, 5.0633, 8.9526, 14.5414
Si, 11.5455, 8.0098, 12.17
Si, 10.1772, 5.2624, 12.7417
Si, 9.8292, 9.4454, 14.2446
Si, 5.6787, 2.7032, 19.9694
Si, 8.8444, 9.1198, 19.5211
Si, 2.7396, 6.6972, 21.2924
Si, 9.3548, 2.7488, 16.5877
Si, 11.1998, 2.2964, 11.9476
Si, -0.1568, 2.8179, 19.1166
Si, 2.7706, 5.7039, 9.7347
Si, -0.4398, -5.5208, 15.9646
Si, 5.9117, -3.8968, 16.8767
Si, 2.0515, 3.9037, 17.1136
O, 19.0447, 1.7484, 9.2391
O, 16.7851, 5.0329, 12.1199
O, 9.3676, 4.3671, 16.4784
O, 4.1246, -0.7739, 15.1272
O, 12.6292, 3.6413, 20.9216
O, 1.2717, 6.2849, 20.6726
O, 10.8331, 3.8524, 12.2567
O, -0.4809, 4.2617, 19.8924
O, -1.4362, -8.5482, 18.1706
O, 4.2978, 9.7809, 10.7963
O, 3.4584, 5.2884, 21.8005
O, 10.8817, 1.6018, 20.2008
O, -4.1779, 3.5909, 20.7858
O, -2.8831, 5.6603, 21.7885
O, 13.6701, 10.4552, 12.8859
O, 3.2853, 5.59, 11.3113
O, 8.4912, 11.8072, 21.3123
O, 10.3335, 5.5017, 14.3429
O, 1.4662, 6.6631, 9.4841
O, 4.0847, 3.1621, 11.1274
O, 11.4049, 12.4497, 13.3462
O, 8.8391, -0.8798, 13.1036
O, 11.1061, 8.6214, 13.6303
O, 7.0189, 1.0914, 13.7294
O, 5.4981, 2.7977, 15.2861
O, 7.2798, 3.0288, 11.3268
O, 4.2035, 2.8844, 20.6273
O, 14.7771, 4.2282, 13.6139
O, 5.7408, 12.0746, 10.0598
O, -4.729, 7.4375, 20.9291
O, 10.6897, 8.8795, 11.1264
O, 5.1759, -3.1754, 15.6274
O, 5.2061, 5.4989, 19.4842
O, 12.7682, 0.4827, 15.3174
O, -2.3325, 5.2911, 12.2057
O, 3.6404, 7.4847, 20.1815
O, 11.0559, 6.4504, 12.0407
O, 8.7881, -3.3244, 20.1682
O, 8.9613, 8.5237, 15.2402
O, -0.7432, 6.8175, 16.7389
O, 6.1161, 1.1451, 20.0292
O, 7.428, -1.0852, 19.9417
O, 2.9019, 3.1588, 15.9198
O, 5.4256, -5.4655, 16.8632
O, 7.9792, 2.1387, 15.977
O, 10.3145, -0.2344, 15.1364
O, 6.7243, 10.2986, 11.6733
O, 12.0158, 4.9942, 16.3897
O, 1.1626, 2.9598, 18.127
O, 10.6865, 2.236, 15.7731
O, 6.5466, 9.5188, 14.2415
O, 3.1987, -6.3276, 18.0365
O, 7.526, 7.0347, 16.7784
O, 5.5299, 3.1948, 18.4034
O, 5.4911, 7.7989, 18.2808
O, -1.9051, -1.9917, 17.9104
O, 1.6122, 2.1969, 11.0501
O, 10.0733, 10.0083, 20.1394
O, 2.191, -2.749, 11.8057
O, 4.4305, 8.415, 13.1305
O, 9.2301, -0.5905, 9.625
O, 7.486, 14.6232, 13.8567
O, 3.7014, 1.635, 13.8908
O, 9.9575, 1.5456, 11.1999
H, 0.6088, 6.2589, 9.6913

Results
free energy: -129257.856 eV
free energy less fixed offsets of H -17.10, N -388.26, O -569.03, Si -635.61 eV per atom: 1.394 eV

Forces (eV/angstrom), in the order of the atoms: element, x, y, z
Si, -0.0379, 0.048, -0.052
Si, 0.0494, -0.0215, -0.0508
Si, -0.0019, 0.0339, -0.045
Si, 0.0416, -0.0273, -0.0302
Si, 0.0177, -0.0375, -0.0419
Si, -0.0275, 0.0144, -0.0353
Si, 0.027, -0.0554, -0.0477
Si, -0.0219, 0.0278, -0.0438
Si, -0.0329, 0.0239, 0.0066
Si, 0.0036, -0.0109, 0.0027
Si, -0.0042, 0.0242, -0.031
Si, 0.0052, -0.0018, -0.0084
Si, -0.0127, -0.0339, -0.0088
Si, -0.015, 0.0078, 0.0018
Si, 0.025, -0.0071, 0.02
Si, -0.0206, 0.0133, -0.0076
Si, 0.0141, -0.0212, 0.0623
Si, -0.0004, -0.0016, -0.0256
Si, -0.0008, -0.0128, -0.0337
Si, 0.0202, -0.0245, 0.0699
Si, -0.0018, 0.018, -0.0182
Si, -0.0073, 0.0086, 0.0575
Si, 0.0075, 0.0009, 0.0728
Si, -0.0145, 0.0154, -0.0255
Si, -0.0819, -0.3661, -0.5378
Si, -0.0734, -0.135, 0.4746
Si, 0.0321, -0.1524, 0.8329
Si, 0.1657, -0.1838, -0.2977
Si, -0.0203, 0.4631, 0.4493
Si, 0.2163, 0.2274, -0.4179
Si, 0.2249, -0.1496, -0.72
Si, -0.0508, -0.0079, 0.1991
Si, -0.0674, 0.0609, -0.0392
Si, -0.0267, -0.0377, 0.0066
Si, -0.0756, 0.0743, -0.0013
Si, 0.0377, 0.0139, 0.0182
Si, 0.0019, -0.0637, 0.0146
Si, -0.014, 0.0351, -0.0528
Si, 0.0834, 0.024, 0.0243
Si, -0.0278, 0.0282, -0.0282
Si, 0.0464, -0.0429, 0.0102
Si, -0.0233, 0.0584, -0.0191
Si, 0.0353, -0.0879, 0.0091
Si, -0.0205, 0.0292, -0.0065
Si, 0.0085, 0.0387, -0.0134
Si, 0.0446, -0.0447, 0.0112
Si, -0.0719, -0.0238, 0.001
Si, 0.076, -0.035, 0.0024
Si, 0.0526, 0.012, 0.0132
Si, -0.0396, 0.0393, 0.011
Si, -0.0482, 0.0853, -0.0301
Si, 0.0628, -0.064, 0.0094
Si, -0.0579, 0.0267, 0.0186
Si, 0.0234, -0.0569, 0.0114
Si, -0.0419, -0.0349, 0.0085
Si, -0.0619, 0.1125, -0.0249
Si, -0.0528, 0.0932, -0.0168
Si, 0.1485, 0.0258, 0.0049
Si, -0.0488, -0.1711, 0.0105
Si, 0.0223, 0.0572, -0.0023
Si, 0.0611, -0.0044, 0.0305
Si, 0.0553, 0.0534, 0.0145
Si, 0.0086, -0.0052, 0.0187
Si, -0.0988, -0.1819, -0.0085
Si, -0.1591, 0.2844, -0.3047
Si, 0.0467, -0.0967, 0.425
Si, 0.1198, -0.1129, -0.925
Si, -0.0601, 0.2232, 0.6544
Si, -0.251, 0.0115, 0.1896
Si, 0.2898, 0.065, -0.1905
Si, -0.0709, 0.0887, 0.35
Si, -0.3493, -0.1409, -0.3505
Si, 0.0104, 0.0073, 0.0165
Si, 0.0123, -0.0152, -0.09
Si, 0.0195, -0.0107, 0.0239
Si, -0.0044, -0.0025, -0.0582
Si, -0.011, 0.0031, -0.0479
Si, -0.0011, -0.0014, 0.0403
Si, -0.0063, 0.0194, -0.0427
Si, -0.031, 0.0031, 0.0108
Si, -0.0057, 0.0133, -0.0375
Si, 0.0439, -0.0181, 0.0048
Si, 0.0086, -0.0051, 0.0141
Si, -0.0118, -0.0135, 0.0189
Si, -0.0049, -0.0426, 0.0036
Si, 0.0017, 0.0523, -0.033
Si, 0.0127, 0.0009, 0.0343
Si, -0.0197, -0.0232, 0.0026
Si, -0.0223, 0.0578, 0.053
Si, 0.0515, -0.0178, 0.0147
Si, 0.0552, -0.044, 0.0481
Si, -0.0485, -0.0091, 0.0495
Si, -0.0045, -0.0268, 0.0459
Si, 0.0237, 0.0784, 0.0225
Si, -0.0477, 0.0496, 0.0463
Si, -0.0083, -0.0369, 0.0592
O, -0.0155, -0.0324, 0.0251
N, -0.0138, 0.0192, -0.0133
O, -0.0297, -0.0125, 0.027
O, 0.0085, 0.0087, -0.0073
O, 0.0055, 0.0121, -0.0022
O, 0.0117, -0.0078, -0.0177
O, 0.017, 0.0091, -0.0102
O, 0.0006, 0.0028, 0.0044
O, -0.0258, 0.0214, -0.0231
O, 0.0029, 0.0075, 0.0079
O, -0.0243, 0.0146, 0.0049
O, 0.031, 0.0038, -0.0018
O, -0.0081, -0.0171, -0.019
O, 0.0169, -0.01, 0.0094
O, 0.0239, 0.0036, -0.0072
O, -0.0145, 0.007, 0.0096
Si, -0.0034, 0.0059, -0.0092
Si, 0.0027, -0.0007, -0.003
Si, 0.0103, -0.0176, 0.0101
Si, -0.0022, -0.0145, 0.0013
Si, -0.0017, -0.014, 0.0073
Si, 0.0093, 0.0203, 0.0035
Si, 0.0047, 0.001, -0.0062
Si, -0.0016, -0.0006, -0.0024
Si, -0.0023, -0.0005, -0.0044
Si, 0.0044, 0.0002, 0.0012
Si, 0.0058, -0.0035, -0.0063
Si, -0.0091, 0.0069, 0.0121
Si, -0.0053, -0.0041, -0.0066
Si, 0.0085, 0.0012, -0.003
Si, -0.003, 0.0028, -0.0007
Si, -0.0023, -0.0018, 0.0002
Si, 0.0036, 0.0068, -0.0249
Si, 0.0013, 0.0014, -0.0008
Si, -0.0056, -0.0172, 0.0034
Si, 0.004, -0.004, -0.0016
Si, -0.003, -0.0021, 0.0105
Si, -0.0025, 0.0049, 0.0048
Si, -0.0029, -0.0042, 0.0031
Si, -0.0023, -0.0039, -0.0006
Si, 0.0057, 0.0079, -0.0058
Si, -0.0027, -0.0004, 0.0004
Si, -0.0038, 0.0028, -0.0095
Si, 0.0035, -0.0015, -0.0099
Si, 0.0018, 0.0021, -0.0075
Si, 0.0014, 0.0045, 0.0009
Si, -0.0056, -0.0077, -0.007
Si, 0.0008, 0.0013, -0.006
Si, -0.0237, 0.0103, 0.0144
Si, 0.0026, 0.0061, -0.0003
Si, -0.0019, -0.0021, -0.0058
Si, -0.0005, 0.0014, -0.0017
O, -0.0074, 0.0084, 0.0234
O, -0.0073, -0.019, 0.0066
O, 0.0146, -0.0147, -0.0013
O, 0.0036, -0.0098, -0.0337
O, 0.0279, 0.0344, 0.0367
O, 0.0176, -0.0294, 0.0307
O, -0.0065, -0.0032, 0.0027
O, 0.0052, -0.0228, -0.0026
O, 0.0243, 0.0154, -0.0187
O, 0.0204, -0.0023, 0.0214
O, -0.0263, 0.001, -0.0146
O, -0.0183, -0.0057, 0.01
O, -0.0179, -0.001, 0.0203
O, -0.0361, 0.0087, 0.0092
O, 0.0239, -0.0233, 0.0125
O, 0.0137, -0.0145, -0.0062
O, 0.0062, -0.0296, -0.0172
O, 0.0031, -0.0092, 0.0037
O, 0.0096, -0.0371, -0.0214
O, -0.0128, 0.0059, 0.0045
O, -0.0024, 0.0039, 0.011
O, -0.0083, -0.0078, 0.0239
O, -0.0134, 0.0039, -0.0031
O, 0.0049, 0.0013, 0.0119
O, 0.0046, 0.0052, 0.0044
O, -0.0129, 0.0093, -0.002
O, 0.0076, 0.0136, 0.0154
O, 0.0125, -0.017, -0.0119
O, 0.0078, -0.0123, -0.0062
O, 0.022, -0.0166, -0.0067
O, 0.0151, -0.0183, -0.0129
O, 0.011, 0.0102, 0.0089
O, -0.0044, 0.0192, -0.0206
O, 0.0006, 0.0013, -0.0205
O, 0.0145, -0.013, 0.0092
O, 0.0134, -0.024, 0.0145
O, -0.0135, 0.0075, 0.0236
O, -0.0175, 0.0199, 0.0128
O, 0.0175, 0.0059, 0.0052
O, -0.0212, -0.0024, -0.0084
O, 0.0126, 0.0124, 0.0228
O, 0.0277, 0.0066, 0.0139
O, 0.0106, 0.0083, -0.01
O, -0.0038, 0.0128, 0.0332
O, 0.0069, 0.0141, -0.016
O, 0.009, 0.0015, -0.0159
O, -0.015, 0.006, -0.0046
O, -0.0113, -0.0232, 0.0089
O, -0.02, 0.0172, 0.0043
O, -0.0189, -0.0002, 0.0055
O, -0.0205, 0.006, -0.0137
O, 0.0184, -0.0076, -0.0067
O, -0.0071, 0.0157, 0.0108
O, -0.0069, 0.009, 0.0256
O, 0.0033, -0.0288, -0.0003
O, -0.0065, -0.0234, 0.01
O, -0.0033, 0.0136, 0.0057
O, -0.0316, 0.0164, 0.0122
O, -0.0105, 0.0122, 0.0161
O, -0.0065, 0.0341, 0.0106
O, 0.0189, -0.0005, 0.0081
O, -0.0134, -0.0211, -0.0027
O, -0.0086, 0.0046, 0.0226
O, 0.0185, 0.0118, -0.0106
H, 0.0171, 0.0112, 0.0155

The program warned: the cutoff lies below the one the program advises for these potential files; the forces do not sum to zero within the program's tolerance; the exchange-correlation potential is rough where the density is thin.
